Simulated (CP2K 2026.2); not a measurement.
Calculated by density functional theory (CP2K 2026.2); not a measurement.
Periodic cell of 504 atoms, Si360O144, from a study of silicon, its oxide and their interface. The atomic structure is a simulated model.
Doubt: the forces sum to 1.79 eV/angstrom along one axis rather than to zero, so they err by at least 0.0036 eV/angstrom per atom on average; the grid cutoff is modest.

Settings: functional PBE; method Gaussian and plane waves; basis set DZVP-MOLOPT-SR-GTH; pseudopotentials GTH-PBE; grid cutoff 350 Ry, relative cutoff 50 Ry; k points Gamma only; occupations fixed; spin none; net charge 0.

Cell vectors (angstrom)
a 16.32 0 0
b 0 16.32 0
c -7.1598 1.3395 33.8616

Atoms and the computed forces on them: element, x, y, z (angstrom), force x, y, z (eV/angstrom)
Si -5.349 15.934 33.771 -0.405 0.344 0.683
Si 4.403 1.179 0.012 -0.225 0.083 0.774
Si -5.971 5.646 33.788 0.146 -0.196 0.733
Si 3.962 7.115 0.077 0.001 -0.255 0.722
Si 1.711 9.257 0.081 -0.101 0.044 0.691
Si 4.102 12.412 0.358 0.059 -0.256 0.692
Si 6.563 15.238 0.113 0.146 -0.038 0.727
Si 9.332 1.703 0.113 0.042 -0.208 0.727
Si 7.075 3.846 0.075 -0.114 0.185 0.766
Si 9.226 7.124 0.084 0.202 -0.273 0.706
Si 6.862 9.245 0.248 -0.058 0.25 0.696
Si 9.64 11.855 0.028 -0.059 0.23 0.778
Si 5.204 16.071 33.688 -0.149 0.135 0.729
Si 14.662 1.619 0.294 0.023 -0.004 0.75
Si 12.448 3.81 0.141 -0.124 0.181 0.72
Si 15.205 6.402 0.047 0.001 0.226 0.737
Si 11.878 9.689 0.151 0.252 0.002 0.746
Si 7.5 13.881 33.718 0.104 -0.112 0.7
Si 2.756 16.331 1.239 -0.02 -0.012 -0.061
Si 5.506 2.707 1.388 0.038 0.019 -0.046
Si 2.749 5.46 1.27 -0.015 0.023 -0.055
Si 5.394 8.123 1.611 -0.037 -0.038 -0.031
Si 2.814 10.802 1.457 -0.03 -0.002 -0.01
Si 5.522 13.721 1.579 0.065 0.027 -0.031
Si 8.175 0.063 1.36 0.005 0.046 -0.064
Si 10.86 2.769 1.492 -0.024 0.006 -0.033
Si 8.176 5.454 1.38 0.008 0 -0.034
Si 10.797 8.154 1.488 -0.02 -0.013 -0.037
Si 8.085 10.852 1.447 0.012 -0.005 -0.06
Si 10.83 13.554 1.21 0.01 -0.023 -0.065
Si 13.468 16.261 1.342 -0.013 -0.105 -0.03
Si 0.02 2.801 1.39 0.036 0.035 -0.046
Si 13.638 5.367 1.431 -0.004 0.029 -0.043
Si 0.044 8.084 1.277 -0.049 0.02 -0.031
Si 13.565 10.922 1.234 0.041 -0.028 -0.022
Si -0.007 13.631 1.158 0.032 0.008 -0.023
Si 1.38 1.347 2.633 -0.001 -0.004 0.021
Si 4.081 4.078 2.662 -0.007 0.01 -0.019
Si 1.387 6.779 2.716 0.018 -0.017 0.011
Si 4.101 9.534 2.915 0.009 0.03 0.036
Si 1.314 12.228 2.62 0.009 0.02 0.016
Si 4.048 15.05 2.786 -0.021 0.048 0.051
Si 6.835 1.378 2.79 0.003 -0.003 0.03
Si 9.541 4.165 2.804 -0.02 0.006 0.031
Si 6.789 6.711 2.819 0.005 -0.02 0.033
Si 9.44 9.503 2.838 -0.032 -0.005 0.041
Si 6.846 12.275 2.825 -0.02 -0.034 0.027
Si 9.529 14.943 2.644 0.022 -0.002 -0.026
Si 12.173 1.299 2.765 0.035 0.024 0.02
Si 14.989 4.074 2.831 -0.001 -0.008 0.032
Si 12.255 6.787 2.72 0.018 -0.009 0.006
Si 14.964 9.52 2.574 0.012 0.018 0
Si 12.215 12.247 2.656 -0.044 -0.018 0.02
Si 14.974 14.96 2.624 -0.01 -0.005 0.012
Si 0.001 16.322 4.01 -0.027 -0.011 0.008
Si 2.728 2.707 4.027 -0.019 -0.007 -0.015
Si 0.03 5.46 4.128 0.001 0.013 -0.013
Si 2.7 8.132 4.145 -0.012 -0.024 -0.014
Si -0.026 10.868 4.006 0.014 -0.017 -0.025
Si 2.671 13.6 4.035 0.002 -0.004 -0.022
Si 5.441 16.364 4.14 0.018 -0.006 -0.013
Si 8.182 2.754 4.128 -0.009 -0.004 -0.022
Si 5.405 5.376 4.127 0.016 0.005 0.001
Si 8.116 8.12 4.17 0.002 0.023 -0.005
Si 5.469 10.927 4.183 -0.001 -0.023 0.001
Si 8.221 13.628 4.114 0.008 0.027 0.005
Si 10.838 16.271 4.102 -0.011 -0.006 -0.005
Si 13.59 2.666 4.094 0.026 0.005 -0.005
Si 10.918 5.476 4.145 -0.02 -0.004 0.004
Si 13.623 8.189 4.019 0.019 0.018 -0.004
Si 10.878 10.897 4.082 0.001 0.01 -0.036
Si 13.608 13.594 4.013 0.006 0.011 -0.044
Si 1.4 14.961 16.255 -0.005 0 -0.007
Si 4.098 1.358 16.353 0.008 0.005 -0.006
Si 1.355 4.107 16.349 -0.006 -0.003 0.001
Si 4.064 6.802 16.355 0.001 0.007 0.006
Si 1.364 9.473 16.318 0.004 -0.005 -0.004
Si 4.08 12.209 16.297 0.006 0.018 -0.001
Si 6.787 14.957 16.322 0.005 -0.005 0.011
Si 9.516 1.371 16.327 0.01 -0.005 0.007
Si 6.792 4.071 16.362 -0.005 -0.006 -0.001
Si 9.516 6.785 16.331 -0.003 -0.002 0.006
Si 6.769 9.496 16.327 -0.015 0 0.004
Si 9.498 12.251 16.299 0.01 -0.009 0.011
Si 12.224 14.979 16.302 0.003 -0.011 0.008
Si -1.352 1.439 16.28 -0.003 0.007 -0.01
Si 12.248 4.093 16.325 0.003 -0.015 0
Si -1.329 6.79 16.319 0.002 0.001 0.002
Si 12.23 9.5 16.275 -0.013 0.001 0.001
Si -1.349 12.24 16.27 -0.011 0.002 -0.005
Si 2.704 16.313 17.67 0.01 -0.021 0.013
Si 5.458 2.698 17.748 0.025 -0.016 0.029
Si 2.679 5.483 17.73 -0.016 0.012 0.017
Si 5.418 8.15 17.737 0.002 0.016 0.002
Si 2.775 10.788 17.65 0.005 -0.007 0.008
Si 5.41 13.583 17.656 -0.004 -0.019 0.028
Si 8.134 16.341 17.677 -0.029 0.023 0.012
Si 10.87 2.749 17.68 -0.001 0.007 0.029
Si 8.146 5.446 17.714 0.019 -0.012 0.002
Si 10.9 8.139 17.663 -0.002 0.042 0.03
Si 8.146 10.863 17.638 0.003 -0.005 0.019
Si 10.841 13.626 17.664 -0.011 0.014 0.01
Si -2.729 16.407 17.582 -0.012 0.013 0.011
Si -0.011 2.762 17.715 -0.022 -0.002 0.011
Si -2.653 5.408 17.675 -0.01 -0.016 0.005
Si -0.007 8.153 17.715 0.009 -0.012 0.031
Si -2.734 10.878 17.594 0.035 -0.01 -0.014
Si 0.073 13.575 17.581 0.002 0.009 0.015
Si 1.341 1.363 19.026 -0.002 -0.026 -0.02
Si 4.048 4.088 19.03 -0.007 0.002 -0.049
Si 1.333 6.84 19.164 -0.006 0.001 -0.02
Si 4.07 9.477 19.155 -0.024 0.012 0.027
Si 1.389 12.128 18.93 -0.017 0.006 -0.032
Si 4.026 14.917 19.022 0.015 -0.011 -0.044
Si 6.817 1.315 19.149 -0.007 0.008 -0.013
Si 9.491 4.076 19.071 -0.003 -0.035 -0.027
Si 6.799 6.813 19.09 0.027 -0.005 -0.005
Si 9.512 9.506 18.992 -0.003 0.008 -0.051
Si 6.765 12.199 18.99 0.012 -0.018 -0.035
Si 9.489 15.011 19.038 0.022 -0.008 0
Si 12.269 1.425 19.023 0.025 -0.02 -0.031
Si -1.321 4.119 19.155 0.006 0.033 0.004
Si -4.001 6.78 18.982 -0.001 0.011 -0.026
Si -1.411 9.55 19 -0.014 0.007 -0.025
Si 12.229 12.224 18.932 -0.023 -0.003 -0.029
Si -1.268 15.058 18.789 0.033 0.033 -0.083
Si 0.001 16.297 20.346 -0.018 -0.001 0.088
Si 2.656 2.734 20.38 0.001 0.009 0.061
Si -0.029 5.509 20.6 -0.014 0.018 0.062
Si 2.669 8.205 20.604 -0.024 -0.017 0.054
Si -0.019 10.882 20.332 -0.003 -0.03 0.034
Si 2.724 13.427 20.309 0.066 -0.018 0.025
Si 5.355 16.24 20.439 0.001 0.033 0.029
Si 8.194 2.716 20.539 -0.003 -0.018 0.029
Si 5.41 5.447 20.396 -0.008 0.014 0.069
Si 8.187 8.161 20.439 0.015 0.048 0.071
Si 5.492 10.828 20.464 0.04 0.005 0.056
Si 8.089 13.612 20.31 -0.002 0.006 0.05
Si 10.868 16.4 20.364 -0.021 0.026 0.055
Si -2.676 2.733 20.482 -0.02 -0.015 0.047
Si 10.965 5.426 20.308 0.015 -0.041 0.035
Si -2.734 8.185 20.381 0.005 0.008 0.028
Si 10.881 10.885 20.324 0.005 -0.011 0.014
Si -2.649 13.698 20.002 -0.011 -0.006 0.001
Si 1.121 14.588 21.495 -0.017 0.09 -0.7
Si 4.188 1.554 21.674 -0.209 -0.307 -0.697
Si 1.605 4.281 21.803 -0.352 -0.114 -0.751
Si 3.857 6.519 21.79 0.137 0.302 -0.75
Si 1.02 9.434 21.874 0.249 0.09 -0.686
Si 4.282 12.352 21.755 -0.157 -0.156 -0.743
Si 6.479 14.609 21.697 0.022 0.124 -0.717
Si 9.894 1.661 21.835 -0.221 -0.112 -0.759
Si 6.449 3.811 21.698 0.357 0.181 -0.71
Si 9.818 6.952 21.609 -0.127 -0.019 -0.707
Si 7.173 9.81 21.8 -0.276 -0.262 -0.741
Si 9.323 12.106 21.562 0.187 0.091 -0.821
Si -3.776 15.164 21.368 -0.198 0.037 -0.843
Si -1.598 1.04 21.729 0.274 0.233 -0.759
Si -4.241 3.951 21.756 0.249 0.085 -0.722
Si -1.207 7.185 21.861 -0.062 -0.257 -0.715
Si -4.389 9.253 21.651 0.103 0.155 -0.806
Si -1.199 12.583 21.394 0.095 -0.112 -0.669
Si 7.082 3.937 24.704 -0.161 -0.097 -0.104
Si -1.395 7.144 28.977 -0.034 -0.048 0.076
Si 5.704 7.943 26.782 0.084 -0.005 0.079
Si -1.698 12.196 31.913 0.05 -0.085 0.111
Si -3.08 5.578 27.105 0.1 -0.124 -0.171
Si 3.712 7.634 24.525 -0.002 0.033 -0.063
Si -1.473 11.224 26.114 -0.025 0.136 0.076
Si 8.21 14.473 28.205 -0.009 -0.192 -0.113
Si 7.768 6.408 28.158 -0.027 0.071 0.131
Si 7.559 9.082 24.739 -0.129 0.036 -0.162
Si -3.076 11.222 23.601 -0.14 0.101 -0.112
Si 1.728 8.265 31.057 -0.065 -0.039 0.105
Si 9.117 2.413 31.6 0.048 0.232 0.063
Si 6.563 9.629 32.102 0.013 -0.084 0.044
Si 6.808 15.566 24.566 -0.042 -0.089 -0.014
Si 0.171 3.876 24.497 0.13 0.086 -0.104
Si 10.279 2.481 27.218 0.112 0.08 -0.025
Si -0.527 1.108 24.692 -0.147 -0.108 -0.1
Si 3.365 1.369 31.635 0.077 -0.07 0.187
Si 4.682 3.22 29.514 0.028 0.083 0.062
Si 8.978 6.257 24.431 -0.002 -0.054 -0.231
Si 10.202 13.829 26.167 0.052 0.076 0.067
Si 7.319 4.203 30.084 -0.081 -0.022 0.04
Si -1.516 15.549 26.88 0.11 0.011 -0.021
Si 0.682 13.562 26.32 -0.118 0.084 0.039
Si 11.206 13.432 23.625 0.023 -0.073 -0.108
Si -3.327 13.236 27.345 0.087 0.056 -0.046
Si -1.182 7.177 31.802 0.067 0.043 0.112
Si 1.43 7.009 28.448 -0.034 0.049 -0.021
Si 4.392 3.37 26.306 0.024 0.049 0.041
Si 1.055 13.335 31.054 -0.02 -0.073 0.187
Si 1.833 15.373 24.297 0.003 -0.056 -0.033
Si 9.253 16.861 29.37 0.299 0.006 -0.078
Si 3.121 12.02 26.915 0.07 -0.058 -0.071
Si -4.557 3.776 31.708 0.092 0.123 0.025
Si 2.198 5.596 25.893 0.01 0.007 -0.005
Si 10.255 5.559 26.805 -0.025 -0.102 -0.02
Si 9.559 11.866 29.162 -0.001 -0.06 -0.119
Si 5.086 5.733 31.09 -0.026 -0.083 0.03
Si -4.712 15.628 30.814 0.003 0.066 0.038
Si 0.58 16.174 31.167 0.002 0.029 0.11
Si -3.999 12.755 30.103 0.006 0.071 0.017
Si -0.061 9.494 28.041 0.074 -0.024 0.033
Si 4.092 17.092 24.63 -0.02 0.047 -0.103
Si 6.103 13.191 26.568 -0.061 0.018 -0.048
Si 6.023 8.203 29.639 0.041 -0.117 -0.02
Si -2.477 5.344 23.949 -0.078 0.094 -0.044
Si 8.939 1.322 24.761 0.061 0.083 -0.01
Si 2.859 10.627 24.039 -0.098 0.091 -0.108
Si 8.752 11.707 32.032 0.069 0.145 0.011
Si 1.98 10.975 29.418 -0.011 -0.17 0.042
Si -3.488 3.238 28.855 -0.137 0.045 0.036
Si -2.062 16.934 29.705 -0.073 -0.122 0.046
Si 8.512 11.351 26.342 0.022 -0.082 0.156
Si 1.334 14.96 5.405 0 0.012 -0.005
Si 4.073 1.396 5.463 -0.001 0.013 -0.003
Si 1.382 4.058 5.434 0.013 -0.011 -0.004
Si 4.073 6.772 5.477 -0.005 -0.001 0.004
Si 1.321 9.529 5.428 0.003 0.023 -0.001
Si 4.046 12.28 5.451 -0.008 0.016 0.004
Si 6.81 14.971 5.454 0 -0.01 -0.001
Si 9.517 1.35 5.462 -0.009 0 0.005
Si 6.79 4.061 5.491 0.004 0 0.003
Si 9.533 6.807 5.498 -0.002 -0.008 0.012
Si 6.794 9.518 5.514 0.006 -0.003 0.002
Si 9.555 12.254 5.471 -0.009 -0.006 0.005
Si 12.259 14.94 5.42 0.009 -0.013 -0.006
Si 14.974 1.332 5.428 0.008 -0.016 0.008
Si 12.255 4.06 5.457 0.011 0.001 -0.013
Si 14.962 6.834 5.43 0 0.018 0.001
Si 12.256 9.528 5.413 -0.004 -0.02 -0.003
Si 14.947 12.227 5.39 -0.006 -0.003 -0.011
Si 2.704 16.318 6.778 -0.002 -0.009 -0.008
Si 5.431 2.718 6.848 0 -0.001 0.011
Si 2.718 5.413 6.823 0.013 -0.003 0.004
Si 5.423 8.148 6.837 0 0.012 0.001
Si 2.697 10.885 6.788 0.006 -0.002 0.002
Si 5.434 13.616 6.807 -0.012 -0.003 -0.005
Si 8.155 16.325 6.826 -0.013 0.015 0.005
Si 10.886 2.709 6.814 0.012 -0.007 0.002
Si 8.16 5.435 6.829 -0.001 0.007 -0.008
Si 10.904 8.182 6.812 -0.015 0.009 -0.003
Si 8.181 10.89 6.825 0.004 -0.009 -0.004
Si 10.912 13.606 6.819 0.013 -0.016 0.009
Si 13.608 16.303 6.789 0.01 0.003 0.005
Si 0.008 2.705 6.787 -0.012 -0.002 0
Si 13.613 5.448 6.79 0.003 -0.009 -0.005
Si -0.015 8.178 6.812 -0.016 0.008 0.005
Si 13.604 10.884 6.784 0.001 0.001 -0.002
Si -0.019 13.592 6.766 0.004 0.007 0.006
Si 1.358 1.349 8.157 0.001 0.009 0.002
Si 4.079 4.079 8.196 0.007 0.006 0.012
Si 1.353 6.797 8.153 -0.001 0 -0.004
Si 4.056 9.524 8.161 -0.004 -0.012 -0.001
Si 1.345 12.249 8.147 -0.005 -0.001 -0.002
Si 4.07 14.976 8.157 0.014 0.007 0.003
Si 6.795 1.355 8.189 -0.009 -0.013 0.007
Si 9.522 4.069 8.174 -0.022 -0.008 -0.001
Si 6.802 6.798 8.184 0.006 0.004 0.001
Si 9.538 9.529 8.179 0.016 0.014 0.005
Si 6.796 12.245 8.162 -0.009 -0.006 -0.003
Si 9.532 14.963 8.165 0.006 -0.003 -0.009
Si 12.254 1.35 8.158 0.011 -0.001 0
Si -1.348 4.08 8.144 0.011 0.006 0
Si 12.249 6.8 8.16 -0.003 0.005 -0.003
Si -1.37 9.534 8.166 -0.005 -0.003 0.001
Si 12.256 12.234 8.169 -0.004 0.007 0.007
Si -1.36 14.945 8.153 -0.02 -0.008 0.007
Si -0.003 16.312 9.515 -0.002 -0.005 -0.004
Si 2.715 2.707 9.528 0.003 -0.004 0.005
Si 0.002 5.437 9.515 -0.006 -0.001 0.001
Si 2.711 8.153 9.52 0.004 0.008 0
Si -0.003 10.89 9.52 -0.008 0.002 0.004
Si 2.712 13.605 9.509 0.002 -0.008 -0.007
Si 5.429 16.319 9.534 0.004 0.008 0.004
Si 8.158 2.72 9.537 -0.005 -0.006 0.001
Si 5.445 5.439 9.543 -0.008 0.002 0.007
Si 8.168 8.163 9.529 -0.002 -0.001 -0.005
Si 5.434 10.877 9.514 0.003 -0.002 -0.001
Si 8.164 13.602 9.518 0.003 0.012 -0.002
Si 10.887 16.323 9.524 -0.007 -0.001 0.004
Si 13.611 2.722 9.509 -0.012 -0.003 -0.005
Si 10.882 5.442 9.52 0.003 -0.001 -0.002
Si 13.598 8.165 9.522 0.016 0.009 0.004
Si 10.892 10.886 9.535 0.004 0.004 -0.001
Si 13.607 13.598 9.528 0.002 -0.012 0
Si 1.359 14.961 10.882 -0.005 0.006 0.005
Si 4.078 1.362 10.896 0.005 -0.003 0.005
Si 1.36 4.077 10.878 0.014 0.002 -0.004
Si 4.079 6.8 10.886 0.009 -0.004 -0.002
Si 1.355 9.518 10.871 -0.009 0 -0.002
Si 4.075 12.241 10.867 -0.003 0.006 -0.001
Si 6.803 14.96 10.877 -0.009 -0.007 -0.004
Si 9.523 1.36 10.885 -0.002 0 -0.001
Si 6.801 4.078 10.901 0.004 0 0.001
Si 9.522 6.798 10.889 -0.011 0.005 0.003
Si 6.795 9.517 10.88 0.002 0.003 0.002
Si 9.52 12.243 10.882 0.01 -0.011 -0.003
Si 12.242 14.961 10.882 0.006 -0.01 -0.003
Si -1.354 1.363 10.875 0.002 -0.002 0
Si 12.244 4.078 10.871 0.007 -0.002 0.002
Si -1.356 6.803 10.869 -0.016 0.002 -0.004
Si 12.242 9.518 10.892 -0.014 0.001 0.002
Si -1.357 12.242 10.89 -0.003 0.011 0.003
Si 2.718 16.321 12.248 0.01 0.001 0.006
Si 5.436 2.722 12.26 -0.006 0.001 0.004
Si 2.727 5.429 12.239 -0.009 -0.001 -0.001
Si 5.442 8.152 12.247 -0.009 -0.001 0
Si 2.721 10.873 12.225 0.009 -0.002 -0.003
Si 5.444 13.595 12.226 0.011 0.009 -0.005
Si 8.153 16.327 12.241 0.003 -0.002 -0.004
Si 10.88 2.726 12.238 -0.011 -0.002 -0.004
Si 8.161 5.44 12.255 -0.003 -0.006 0
Si 10.877 8.161 12.25 0.015 0 0.006
Si 8.158 10.876 12.235 -0.003 0.01 -0.003
Si 10.877 13.605 12.24 -0.008 0.01 -0.001
Si 13.6 16.329 12.234 -0.012 -0.009 -0.003
Si 0.005 2.722 12.241 -0.007 0.005 0.002
Si 13.6 5.448 12.222 0.007 0.001 -0.007
Si 0.005 8.154 12.233 0.001 0.001 0.004
Si 13.605 10.877 12.247 0.007 0.003 0.007
Si 0.001 13.605 12.246 -0.005 -0.015 0.009
Si 1.374 1.376 13.61 -0.002 -0.005 0.007
Si 4.076 4.081 13.624 0.005 0.002 0.001
Si 1.369 6.79 13.587 0.014 -0.012 -0.012
Si 4.075 9.513 13.592 -0.002 0.013 -0.002
Si 1.364 12.228 13.586 -0.008 0.015 0
Si 4.097 14.958 13.586 0.002 -0.018 -0.005
Si 6.801 1.365 13.614 -0.001 -0.004 0.002
Si 9.524 4.081 13.609 0.005 -0.003 0.003
Si 6.79 6.786 13.619 0.005 0.001 0.002
Si 9.503 9.514 13.606 -0.012 0.007 0.002
Si 6.796 12.235 13.59 -0.008 -0.004 0
Si 9.51 14.966 13.593 0.008 -0.007 0.002
Si 12.236 1.367 13.594 0.015 0.001 0.005
Si -1.357 4.1 13.58 -0.022 0.007 -0.012
Si 12.243 6.794 13.595 -0.003 0 -0.005
Si -1.352 9.507 13.596 0.005 -0.007 0.009
Si 12.237 12.242 13.595 -0.001 -0.001 -0.006
Si -1.359 14.979 13.598 -0.009 0.011 -0.003
Si 0.003 16.345 14.955 -0.015 -0.006 0.014
Si 2.726 2.728 15.001 0.007 0.007 0.003
Si 0.013 5.439 14.948 -0.001 0.004 -0.006
Si 2.725 8.14 14.951 -0.011 -0.015 -0.006
Si 0.018 10.857 14.95 0.011 0.009 0.004
Si 2.745 13.581 14.922 0.004 0.006 -0.002
Si 5.436 16.321 14.965 -0.006 -0.006 0.001
Si 8.157 2.733 14.975 0.005 0.01 0
Si 5.43 5.433 14.999 -0.006 -0.009 0.004
Si 8.148 8.145 14.975 -0.002 0.006 0.008
Si 5.443 10.863 14.943 0.004 0.003 -0.004
Si 8.143 13.608 14.946 -0.001 0 -0.007
Si 10.863 16.332 14.949 -0.01 -0.002 -0.005
Si -2.729 2.757 14.926 0.003 -0.005 -0.006
Si 10.885 5.444 14.964 0.009 0.005 -0.001
Si -2.706 8.139 14.953 -0.005 -0.003 -0.002
Si 10.867 10.885 14.947 0.01 0.006 0.008
Si -2.726 13.615 14.946 0.001 0.003 -0.002
O -2.172 13.355 32.921 0.045 0.473 -0.092
O -4.63 5.755 27.457 0.006 0.277 0.314
O 2.714 11.252 25.53 -0.209 -0.061 0.082
O -4.212 3.98 30.131 -0.253 0.553 -0.107
O 4.603 5.733 32.633 -0.558 0.153 -0.138
O -4.91 13.353 27.106 -0.108 -0.166 0.175
O 9.816 4.006 26.959 -0.39 -0.003 -0.069
O 7.188 15.179 23.043 0.679 0.261 -0.083
O 10.972 2.838 22.213 -0.166 0.008 0.162
O 3.211 15.792 25.023 0.127 -0.445 0.616
O -0.349 12.369 26.038 0.139 -0.07 -0.108
O 5.398 2.6 21.947 0.065 -0.191 -0.029
O 10.854 8.115 22.151 0.107 -0.113 0.656
O 9.916 12.834 22.88 -0.265 0.002 0.32
O -2.734 16.234 22.005 0.036 0.141 0.422
O -0.742 5.847 32.603 -0.292 -0.131 -0.383
O 2.26 6.103 27.429 0.646 -0.206 0.256
O -0.094 8.308 22.327 -0.029 -0.105 0.465
O -2.213 11.989 22.495 -0.102 0.113 0.236
O 6.658 4.361 23.205 -0.107 0.459 0.048
O 9.034 13.384 29.052 0.125 0.294 0.231
O -5.445 16.19 32.157 -0.245 0.288 -0.223
O -1.134 1.446 23.232 -0.08 0.227 0.143
O 9.335 1.746 28.301 -0.521 0.057 -0.105
O 3.63 12.111 33.45 0.186 0.129 -0.592
O -1.525 16.646 25.69 -0.422 0.223 -0.092
O -2.022 6.719 23.209 -0.094 0.101 0.165
O -5.63 2.578 31.88 0.065 -0.485 0.232
O -2.731 11.79 26.957 -0.235 -0.466 0.141
O 1.947 13.106 27.21 0.059 0.298 0.463
O -3.698 4.676 23.118 -0.153 -0.154 0.246
O 8.77 17.425 30.777 -0.336 -0.274 0.352
O 6.653 6.665 27.024 -0.159 -0.328 -0.524
O 3.042 2.548 32.692 0.167 0.484 -0.325
O 3.592 1.225 23.155 -0.377 0.214 0.162
O 0.052 15.859 32.67 0.191 -0.647 0.022
O -5.214 5.079 32.438 -0.054 0.377 -0.485
O 6.324 9.523 30.512 -0.151 0.539 -0.487
O -1.696 1.35 33.423 -0.17 -0.205 -0.25
O 1.69 13.563 32.524 0.016 0.169 -0.189
O 7.99 5.191 25.126 -0.02 0.05 0.58
O -0.816 9.885 26.694 0.102 -0.258 -0.493
O -4.242 14.75 33.76 -0.159 0.051 0.068
O -2.494 2.144 29.47 0.369 0.235 0.063
O -1.925 16.218 28.272 0.047 0.122 -0.034
O -2.618 4.259 27.934 0.759 -0.255 0.002
O 4.468 7.003 23.234 0.485 0.087 0.092
O 6.273 3 29.794 0.281 -0.693 0.003
O -3.2 16.2 30.614 0.214 -0.157 0.346
O 5.857 3.739 25.729 0.28 0.069 0.322
O 0.513 10.833 28.728 -0.426 0.406 -0.125
O 9.254 6.559 27.587 0.253 0.348 0.136
O 1.269 13.996 24.884 0.245 -0.52 -0.289
O 4.265 4.654 30.185 -0.613 0.263 -0.131
O 1.037 4.098 33.431 -0.126 0.128 -0.357
O -2.251 7.993 32.694 0.184 0.261 -0.42
O -3.099 13.42 28.929 0.47 0.192 0.195
O 6.721 13.952 27.863 -0.48 0.013 0.378
O 8.634 10.155 25.278 0.532 0.064 -0.12
O 1.49 10.279 23.213 -0.508 0.092 0.098
O -1.114 8.741 29 -0.383 0.205 0.454
O 3.71 11.665 23.127 -0.052 0.091 0.207
O 7.12 8.209 32.637 -0.169 -0.419 -0.281
O 3.367 4.495 25.766 0.206 0.037 -0.4
O -4.244 14.275 22.612 -0.04 -0.154 0.189
O 0.792 16.558 24.51 0.111 0.116 0.04
O 4.472 7.41 25.923 -0.235 -0.473 0.028
O 5.628 16.657 24.557 0.064 0.371 -0.022
O -3.24 3.296 32.518 0.415 0.365 -0.42
O -2.604 14.411 26.512 -0.351 -0.129 -0.649
O 2.54 8.004 32.439 0.549 -0.32 -0.328
O 1.172 8.47 27.759 0.515 0.388 -0.276
O 2.341 6.816 24.817 -0.642 0.234 -0.36
O -0.016 6.334 28.706 -0.203 -0.786 -0.12
O -1.217 4.359 23.853 -0.042 -0.466 -0.051
O -6.12 11.422 32.696 0.064 0.133 -0.492
O -0.092 2.522 25.329 0.208 0.153 0.417
O -2.024 10.751 24.696 0.399 -0.463 0.09
O 10.35 6.046 25.26 0.559 0.008 -0.253
O 7.457 7.493 29.322 0.483 0.191 0.306
O 1.162 3.628 23.234 0.132 -0.326 0.118
O 0.914 14.797 30.392 -0.113 0.062 -0.659
O 6.372 14.99 33.225 0.107 0.071 -0.361
O -4.548 2.516 27.849 0.321 -0.151 -0.171
O 6.966 11.835 26.39 -0.201 -0.338 0.126
O 4.451 16.693 32.358 0.164 -0.229 -0.522
O 5.172 10.101 32.748 -0.45 -0.097 -0.274
O 6.801 9.367 23.332 -0.478 -0.294 0.311
O 6.434 9.052 25.888 -0.291 0.404 0.211
O 8.683 3.723 30.766 0.379 0.313 -0.115
O 3.911 1.944 25.713 -0.327 -0.032 0.481
O 9.101 11.033 27.838 -0.097 -0.348 0.196
O 7.617 4.899 28.672 0.095 -0.54 -0.222
O 1.967 16.983 31.268 0.018 -0.147 -0.314
O -0.086 13.603 22.055 0.092 0.181 0.517
O 2.034 12.366 30.226 0.369 0.108 -0.089
O 8.274 2.224 32.939 -0.167 -0.332 -0.193
O 5.314 8.571 28.223 -0.345 0.569 -0.012
O 8.076 16.344 25.195 0.23 -0.198 0.573
O -2.356 6.862 27.731 -0.208 0.543 -0.253
O 7.957 2.595 24.672 -0.033 -0.062 -0.086
O -5.168 11.82 29.475 0.155 -0.54 -0.168
O 9.393 12.524 25.712 0.041 -0.139 -0.446
O 6.337 14.226 25.341 -0.061 -0.072 -0.266
O -4.194 12.227 24.204 0.048 0.005 0.595
O 7.651 10.698 32.622 -0.092 0.137 0.324
O 3.582 9.201 24.216 0.123 -0.017 -0.124
O 9.247 6.053 22.855 0.02 -0.355 0.008
O 0.921 9.601 33.642 0.042 -0.026 -0.342
O 10.129 1.65 25.824 0.295 -0.348 -0.129
O 10.77 14.454 24.803 -0.087 0.624 -0.037
O 8.813 11.317 30.478 -0.266 -0.338 -0.191
O 8.278 10.975 22.082 -0.131 0.154 0.475
O 5.027 7.218 30.459 -0.394 0.407 0.267
O -2.989 11.852 30.998 -0.054 -0.527 -0.299
O -4.66 14.004 30.901 -0.292 -0.309 0.343
O 9.506 1.017 23.276 0.279 -0.615 0.19
O 5.354 13.513 22.199 -0.131 0.185 0.19
O 9.181 14.79 26.94 0.033 0.498 -0.362
O 3.925 2.006 30.261 -0.106 -0.262 -0.403
O 6.376 3.996 33.567 0.012 -0.126 -0.327
O 8.068 15.847 28.99 -0.594 0.206 0.076
O 0.143 8.043 31.411 0.112 0.293 -0.118
O 8.364 7.715 24.613 0.248 -0.046 0.243
O 2.145 7.206 29.891 0.558 -0.252 0.023
O 4.557 12.76 26.751 -0.129 0.35 0.011
O 8.229 13.204 32.399 0.094 0.112 -0.375
O 3.099 11.037 28.224 0.521 -0.206 0.012
O 0.762 4.944 25.548 -0.301 0.023 0.412
O -0.068 14.821 27.011 0.174 0.331 0.296
O 9.182 6.707 33.321 -0.018 -0.058 -0.28
O -4.325 9.526 33.386 -0.044 0.061 -0.567
O -2.847 5.527 25.508 -0.019 -0.073 -0.088
O -0.435 12.709 31.066 -0.27 -0.114 -0.422
O -5.625 16.125 29.556 -0.003 -0.026 -0.558
O -3.78 9.907 23.005 0.19 -0.072 0.661
O 6.64 5.278 31.074 0.315 0.372 0.326
O 2.773 5.359 22.171 0.214 0.146 0.398
O -0.605 16.954 30.403 0.053 0.25 -0.145
O 2.033 15.151 22.719 0.412 0.28 -0.098
O 2.107 9.736 30.466 0.358 0.067 0.226
O -1.182 10.934 32.777 -0.128 -0.403 -0.35
O -1.947 6.738 30.437 -0.424 -0.409 0.109
O 4.386 3.265 27.925 -0.251 -0.186 0.08

Results
total energy: -101655.220 eV
total energy less fixed offsets of O -438.35, Si -107.03 eV per atom: -2.020 eV
